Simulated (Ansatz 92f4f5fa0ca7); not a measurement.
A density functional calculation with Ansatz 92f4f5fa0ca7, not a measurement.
Periodic cell of 217 atoms, Si128O89, from a study of silicon, its oxide and their interface. The atomic structure is a simulated model.
Doubt: the cutoff is far below the 930 eV that the study's wrapper takes by default for these files, so forces and energies are approximate.
This geometry differs little from another in the collection (a relaxation step or a small displacement).

Settings
functional: PBE
potential files: Ansatz PAW
basis: plane waves
wave-function cutoff: 580 eV
density cutoff ratio: 5
exchange-correlation grid ratio: 1
k mesh: 1 x 1 x 1, Gamma-centred
self-consistency stop: 5e-08 eV per atom in the density residual
occupations: fixed
spin: none
net charge: 0

Cell vectors (angstrom)
a 10.938 0 0
b 0 10.938 0
c 2.4033 2.7394 32.094

Atoms: element, x, y, z (angstrom)
Si 6.9466 5.9428 25.9077
Si 8.7412 7.6565 25.9948
Si 6.937 0.5107 26.2399
Si 8.7316 2.1968 26.0518
Si 1.5513 6.0015 25.8847
Si 3.3331 7.7799 25.9754
Si 12.4568 11.4614 26.1787
Si 3.311 2.2533 26.0551
Si 5.1397 6.8374 27.2635
Si 7.8847 9.5265 27.2992
Si 5.1126 1.4231 27.4154
Si 7.8724 4.1273 27.1983
Si 10.6338 6.8174 27.2169
Si 11.9433 8.2378 28.6471
Si 10.5828 12.3353 27.3754
Si 2.3912 4.1384 27.2229
Si 3.8048 5.4389 28.6472
Si 6.46 8.2251 28.6673
Si 3.8004 10.9029 28.7045
Si 6.5034 2.8312 28.6842
Si 9.284 5.4352 28.6257
Si 13.3701 9.5754 27.2959
Si 9.271 10.8891 28.6942
Si 11.9474 2.8146 28.6684
Si 5.1378 4.1067 30.0408
Si 7.8723 6.8412 30.0408
Si 5.1378 9.5757 30.0408
Si 7.8723 12.3102 30.0408
Si 10.6068 4.1067 30.0408
Si 13.3413 6.8412 30.0408
Si 10.6068 9.5757 30.0408
Si 13.3413 12.3102 30.0408
Si 6.505 5.4739 31.408
Si 9.2395 8.2084 31.408
Si 6.505 10.9429 31.408
Si 9.2395 2.7394 31.408
Si 11.974 5.4739 31.408
Si 3.7705 8.2084 31.408
Si 11.974 10.9429 31.408
Si 3.7705 2.7394 31.408
Si 2.7345 4.1018 0.6813
Si 5.469 6.8362 0.6813
Si 2.7345 9.5708 0.6813
Si 5.469 1.3673 0.6813
Si 8.2035 4.1018 0.6813
Si 0 6.8362 0.6813
Si 8.2035 -1.3673 0.6813
Si 10.938 1.3673 0.6813
Si 1.3673 2.7345 2.0485
Si 4.1018 5.469 2.0485
Si 1.3673 8.2035 2.0485
Si 4.1018 0 2.0485
Si 6.8362 2.7345 2.0485
Si 9.5708 5.469 2.0485
Si 6.8362 8.2035 2.0485
Si 9.5708 0 2.0485
Si 2.6846 1.3382 3.3324
Si 5.4819 4.1126 3.4726
Si 2.7383 6.8223 3.4663
Si 5.4775 -1.356 3.3435
Si 8.2229 1.375 3.5103
Si 0.0042 4.0942 3.3368
Si 8.2073 6.8272 3.3581
Si -0.0061 9.577 3.4966
Si 4.0062 2.6929 4.6933
Si 6.9239 5.5079 4.818
Si 4.1607 8.24 4.7292
Si 6.8056 -0.0707 4.8139
Si -1.2725 2.8037 4.8075
Si 1.3481 5.3707 4.7409
Si 7.7119 -1.9366 6.023
Si 1.4093 0.0488 4.8423
Si 2.3154 3.6315 6.0903
Si 5.9848 7.3392 5.9801
Si 3.224 -0.9394 6.0052
Si 4.8535 0.8267 5.8417
Si -2.2167 4.5866 6.1018
Si -0.3797 6.3643 6.0135
Si 9.5362 8.1214 4.7912
Si 0.5662 1.9137 6.0855
Si 5.9418 5.4158 23.7729
Si 9.358 8.6222 23.9342
Si 6.6234 10.1618 23.5541
Si 9.8617 2.2951 23.9902
Si 1.1113 4.2661 23.4165
Si 4.2746 7.9813 23.8021
Si 4.8061 7.3826 16.9684
Si 3.9224 2.9578 23.8931
Si -0.5714 1.3948 8.0694
Si 8.1585 -0.8792 8.0647
Si 5.5589 -1.1497 12.5433
Si 5.943 1.307 8.5609
Si 3.0128 3.1992 11.0332
Si 2.974 -1.7311 8.2425
Si 2.6614 9.8561 21.9792
Si 10.0705 2.6001 18.411
Si -0.4042 0.8183 10.9391
Si 5.9452 0.3461 15.3004
Si 8.1849 3.6046 8.2174
Si 6.1913 3.4482 15.1336
Si 1.6424 3.0216 16.6844
Si 0.7103 6.9795 8.0287
Si 11.6093 10.7545 24.1539
Si 5.2817 4.7545 12.5037
Si 3.8254 0.3912 10.5491
Si 2.931 4.671 8.1663
Si 7.856 5.9298 21.1896
Si 4.3289 7.3157 13.8597
Si 5.1706 6.8947 8.1177
Si 2.0624 8.8116 17.3635
Si 3.3074 0.579 16.9456
Si 1.3155 7.7739 14.5564
Si 0.0039 4.8882 14.7244
Si 9.2328 7.7628 21.6905
Si 8.2661 -0.9905 11.0128
Si -0.8117 6.5289 10.6052
Si 0.1723 3.8377 11.8862
Si 7.2555 5.908 10.2323
Si 8.7305 9.3738 19.4234
Si 4.9694 0.8429 21.7331
Si 9.9068 3.6201 21.3329
Si 11.4408 8.7896 19.9397
Si 5.1592 2.0737 18.9321
Si 4.2064 4.4187 17.4225
Si 7.6811 0.7122 17.7472
Si 8.5939 4.6864 16.6569
Si -0.2551 -1.917 12.2624
Si 7.3446 6.9964 18.3778
O 10.8574 9.281 24.2018
O 6.2411 0.2474 24.757
O 11.1697 3.2502 24.3703
O 10.4533 0.8219 23.5728
O 1.1625 5.6808 24.2655
O 4.5172 10.9117 16.0214
O 4.3881 5.4418 8.0631
O 1.5461 9.588 20.8602
O 4.684 6.4307 23.459
O 6.9121 5.4473 22.4428
O 8.8505 4.7089 20.7652
O -0.3431 4.9783 10.8347
O 2.5675 1.7923 16.1333
O 0.9029 6.2079 14.4343
O 6.9773 6.3412 19.847
O 1.3344 8.1892 18.6819
O 8.622 7.9962 18.5369
O 2.6069 4.1615 17.3274
O 8.1969 9.794 23.7056
O 9.4122 3.9895 17.8737
O 6.3108 10.9643 22.1772
O 2.6367 3.725 23.1933
O 10.6857 7.6495 20.8645
O 6.5617 1.8169 18.1521
O 5.3613 1.8193 20.51
O 4.3512 1.7089 22.9493
O 4.9533 3.9889 16.0407
O 7.9395 4.7049 9.385
O 6.0912 -0.5332 13.9511
O 4.3994 3.5871 11.7941
O 9.1863 2.8479 22.5917
O 11.5776 2.4445 17.8264
O 8.5163 -1.6181 9.5028
O 8.5226 6.6867 10.9146
O 3.6216 8.405 17.318
O 6.9008 2.5984 8.3642
O 5.0138 7.2449 15.3513
O -0.5666 6.9043 9.0405
O 11.77 3.7023 15.4638
O 6.2635 5.3942 11.3933
O 6.7654 -0.0755 8.3659
O 1.7738 5.8 8.4457
O 3.2501 8.4721 22.6191
O 8.9052 0.5271 10.9409
O 2.8295 7.9361 13.9786
O 11.2707 4.3395 21.9593
O 6.7025 -1.0286 11.3955
O 5.1439 1.1895 9.9703
O 5.6928 8.8248 23.7138
O 1.8026 3.884 11.8808
O 5.2469 3.9408 23.9587
O 4.1341 8.0841 8.5739
O 7.6272 3.6294 15.8809
O 10.1959 2.6356 20.0516
O 8.378 9.0216 20.9846
O 9.5423 2.7428 8.5494
O 0.2096 0.8755 9.4167
O 1.5007 -2.5069 8.2186
O 3.9638 1.1363 18.3378
O 0.324 -0.4806 11.672
O 5.9363 1.8879 14.8272
O 3.1154 -0.6012 9.4436
O 1.9687 10.7337 23.1608
O 4.8174 1.4108 7.4023
O 0.0761 7.6238 11.4559
O 6.379 6.8556 9.2292
O 7.2378 0.0949 16.2923
O 9.055 -1.7737 12.2136
O -0.4765 4.2525 13.315
O 6.1439 7.8981 17.7374
O 9.3214 0.2002 7.6257
O 4.8073 3.6421 18.7184
O 10.3018 9.8312 19.3659
O 2.1359 10.4426 17.3159
O 4.4191 5.9845 17.6788
O 6.233 4.1902 13.6939
O 5.2118 8.2311 12.8485
O 9.6451 5.3352 15.5983
O 9.1643 1.3843 17.7944
O 7.6927 10.4796 18.8773
O 4.2437 -0.4226 11.9058
O 3.0018 3.6945 9.4744
O 3.8468 10.7011 21.2677
O -0.2582 2.2908 11.608
O 2.7981 1.5762 11.0126
O 4.2638 5.8483 13.1618
O 0.3269 -2.1447 13.7573
O 1.2299 8.2206 16.1093
O 7.6643 5.8488 17.283

Results
free energy: -131991.757 eV
free energy less fixed offsets of O -568.88, Si -635.61 eV per atom: -3.357 eV

Forces (eV/angstrom), in the order of the atoms: element, x, y, z
Si -0.0473 0.0146 0.0145
Si 0.0098 0.0253 0.0462
Si 0.012 -0.024 -0.1257
Si -0.046 -0.0062 0.0977
Si -0.0038 0.0312 -0.0161
Si 0.0122 -0.025 0.0061
Si -0.0228 0.0128 0.1157
Si -0.0219 -0.0253 0.108
Si 0.0073 0.0179 -0.0696
Si 0.0106 -0.0191 0.0543
Si -0.0115 0.0191 -0.0093
Si 0.0367 -0.0122 0.0213
Si -0.0241 0.013 0.0013
Si -0.0549 -0.0256 -0.0128
Si 0.0231 -0.0079 -0.0934
Si -0.0068 -0.0223 0.0013
Si -0.0288 -0.0256 -0.017
Si 0.0297 0.0386 0.0331
Si 0.001 -0.0375 0.0214
Si -0.0002 -0.0173 -0.0431
Si 0.0249 -0.0277 0.0073
Si 0.0323 0.0299 -0.0132
Si -0.0726 -0.034 -0.0634
Si 0.0342 0.0219 0.0283
Si -0.0448 0.2222 0.5146
Si 0.0432 -0.1089 -0.543
Si 0.1151 -0.1107 0.5208
Si -0.0272 0.0472 -0.3295
Si -0.112 0.185 0.3758
Si 0.0051 -0.0309 -0.4663
Si 0.1477 -0.1932 0.4994
Si -0.1253 0.0855 -0.3727
Si -0.0133 0.0523 0.008
Si 0.0044 -0.0488 -0.0145
Si -0.0987 -0.0703 -0.0144
Si 0.1057 0.0407 -0.0131
Si -0.1381 -0.085 -0.0172
Si 0.095 0.092 -0.008
Si 0.0127 0.0584 -0.0097
Si -0.0094 -0.061 -0.0207
Si 0.0252 -0.0967 -0.0019
Si 0.0485 0.068 -0.0321
Si 0.0693 0.0262 -0.0201
Si -0.0999 -0.045 -0.0053
Si 0.0803 0.0383 -0.0126
Si -0.0659 -0.0237 -0.0149
Si -0.0465 -0.0876 -0.0037
Si 0.0504 0.1032 -0.0667
Si -0.173 -0.1327 -0.7406
Si 0.0746 0.0569 0.3646
Si -0.0029 0.0163 0.5634
Si -0.0699 0.0475 -0.5143
Si 0.1511 -0.0711 0.5827
Si -0.0177 0.032 -0.5115
Si 0.0811 -0.0448 -0.4518
Si -0.0228 0.0724 0.5662
Si 0.0242 0.0081 -0.0282
Si -0.0082 0.0071 -0.0001
Si 0.0026 0 -0.1037
Si 0.0099 0.031 -0.0814
Si -0.0441 -0.0427 -0.0841
Si -0.0237 -0.0236 -0.1284
Si -0.0033 -0.0054 -0.0802
Si 0.0064 0.0082 0.0157
Si 0.0299 -0.0739 0.0354
Si 0.0552 -0.0272 0.0277
Si 0.0834 0.0474 0.1413
Si 0.0065 -0.0827 0.0092
Si 0.0869 0.1074 0.1045
Si -0.0569 -0.0547 0.1751
Si 0.1299 0.0997 -0.0038
Si -0.0124 0.0275 0.0264
Si 0.0635 0.096 -0.0233
Si -0.1823 -0.0643 -0.0441
Si 0.0255 -0.0415 -0.0331
Si -0.085 0.1071 0.012
Si -0.0125 -0.0104 -0.0489
Si 0.0051 -0.0059 -0.067
Si -0.0044 -0.0258 0.0416
Si -0.0511 -0.0866 -0.067
Si -0.1031 0.0378 -0.125
Si -0.1065 -0.0682 -0.2724
Si 0.091 -0.0727 0.0755
Si 0.1596 -0.0454 -0.0676
Si -0.0195 0.0071 0.0532
Si 0.0924 -0.0821 -0.0747
Si 0.0009 -0.0146 0.0124
Si 0.0946 0.0499 -0.1155
Si -0.0862 -0.0415 0.0654
Si 0.0077 0.0126 0.0355
Si -0.0034 -0.0116 -0.0129
Si 0.0117 -0.0009 -0.0037
Si -0.0167 0.0031 -0.0318
Si -0.021 -0.0246 0.0776
Si -0.0385 -0.0427 -0.0042
Si -0.0002 -0.0004 -0.0103
Si -0.016 0.0049 -0.0075
Si -0.0036 0.0075 -0.0135
Si -0.019 0.0511 0.1172
Si -0.0047 0.0013 -0.0039
Si 0.0076 0.0015 -0.0082
Si -0.0047 0.0163 0.077
Si -0.05 -0.0692 -0.0481
Si -0.0008 0.0014 -0.0096
Si -0.0261 -0.0154 0.0019
Si 0.0107 0.0218 0.0947
Si 0.0648 0.1135 0.0321
Si 0.0057 0.0018 -0.0193
Si 0.015 0.0013 0.0593
Si -0.0022 -0.0049 0.0013
Si 0.0068 0 -0.0067
Si -0.0002 0.0021 -0.0093
Si -0.0049 0.0008 -0.0077
Si -0.0467 -0.0242 0.2906
Si -0.0058 0.0079 -0.0149
Si -0.0128 -0.0048 -0.0225
Si 0.0086 -0.0007 -0.0157
Si 0.0046 0.0188 -0.0498
Si 0.0019 -0.0246 0.0687
Si 0.0094 0.0081 0.0192
Si -0.026 0.0448 -0.0361
Si -0.0657 -0.0549 0.035
Si -0.0046 0.0063 -0.0144
Si 0.0137 0.0155 -0.0112
Si -0.004 -0.0029 0.0028
Si -0.0092 0.0067 -0.0012
Si 0.0009 -0.0021 -0.0157
Si 0.006 -0.0111 0.0588
O 0.1446 0.1085 0.0367
O 0.0278 0.0511 0.0712
O 0.004 -0.0419 -0.0999
O -0.0118 0.1062 0.0157
O 0.0411 -0.0419 0.0153
O 0.0017 -0.0038 0.0046
O -0.0358 -0.0413 -0.0322
O 0.0556 0.042 0.037
O 0.0049 0.0854 0.0839
O -0.0462 -0.0251 0.0787
O 0.0207 -0.0613 0.009
O -0.004 0.0016 0.0184
O -0.0021 -0.0021 0.0075
O -0.0019 -0.0056 0.0109
O -0.013 -0.0154 -0.0424
O 0.0116 0.0058 -0.0142
O 0.0035 0.011 -0.0132
O -0.0037 0.0029 0.0014
O -0.0631 0.0311 0.0457
O 0.0053 -0.0047 0.0088
O -0.0199 0.0121 -0.0225
O -0.08 0.0153 -0.0023
O 0.1012 0.0338 -0.1133
O -0.0065 0.0033 0.0111
O -0.0026 -0.0106 0.0055
O -0.0237 0.0173 0.0178
O -0.005 -0.0019 0.0189
O 0.0075 -0.0527 -0.0387
O -0.0003 0 0.0057
O -0.0123 -0.0068 0.0143
O -0.0022 -0.0425 0.0569
O -0.0124 -0.0036 0.0116
O -0.0045 -0.0088 -0.0059
O -0.0043 -0.0095 0.0128
O 0.006 -0.0002 0.0062
O -0.0114 -0.0095 0.0006
O -0.0009 0.0039 0.0083
O 0.0372 0.0032 -0.0082
O -0.0053 0.0036 0.0027
O 0.0068 0.002 0.0175
O -0.0117 0.0083 0.0124
O 0.0071 -0.0213 -0.0548
O 0.0008 0.0308 0.015
O 0.0029 0.002 0.0127
O -0.0066 0.0055 0.0086
O 0.0289 -0.0116 0.0205
O 0.0054 0.0063 0.0122
O 0.0475 0.0189 -0.0051
O -0.0449 0.013 0.01
O 0.009 -0.0005 -0.0012
O -0.0097 -0.0423 0.0459
O 0.0119 0.0203 -0.0298
O 0.0034 0.0019 0.0059
O 0.0024 0.002 0.0171
O -0.0164 0.0369 -0.1053
O 0.042 0.0132 -0.0065
O 0.0262 0.0151 -0.0355
O -0.0283 0.0043 -0.0124
O -0.0019 -0.0017 0.0062
O 0.0009 0.0007 0.0107
O -0.0077 0.0051 0.0128
O -0.002 -0.0186 -0.0225
O -0.0494 -0.0117 0.0213
O -0.0233 -0.0169 -0.0421
O -0.0112 -0.0067 0.0144
O 0.011 0.0011 -0.0016
O 0.002 -0.0015 0.0087
O -0.0019 -0.0014 0.01
O -0.0019 0.0003 0.0093
O -0.0203 -0.0018 -0.0057
O 0.0297 -0.001 -0.0274
O 0.003 -0.0076 -0.0028
O 0.0109 0.0066 -0.0117
O -0.0012 0.0015 0.0017
O -0.0091 -0.0067 -0.0052
O -0.0032 0.0039 -0.0012
O 0.0087 0.0148 0.0208
O 0.0077 -0.0014 -0.0006
O 0.0097 0.0102 0.008
O -0.0094 0.0108 -0.0061
O -0.0101 0.0181 -0.0091
O 0.0021 0.0258 -0.0308
O -0.0069 -0.0094 -0.0072
O -0.007 -0.007 0.0083
O 0.0066 -0.0096 0.0127
O 0.002 -0.0105 0.0168
O 0.0008 -0.0014 0.0079
O -0.0022 -0.0035 0.0057
O 0.0017 -0.0054 -0.0034

The program warned: the cutoff lies below the one the program advises for these potential files; the exchange-correlation potential is rough where the density is thin.
